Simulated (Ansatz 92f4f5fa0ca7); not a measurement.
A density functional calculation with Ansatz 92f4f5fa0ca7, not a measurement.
Periodic cell of 223 atoms, Si133O90, from a study of silicon, its oxide and their interface. The atomic structure is a simulated model.

Settings: functional PBE; potential files Ansatz PAW; basis plane waves; wave-function cutoff 700 eV; density cutoff ratio 5; exchange-correlation grid ratio 1; k mesh 2 x 2 x 1, shifted by 0.5 0.5 0.5 of a step; self-consistency stop 5e-08 eV per atom in the density residual; occupations fixed; spin none; net charge 0.

Cell vectors (angstrom)
a	10.938	0	0
b	0	10.938	0
c	0	0	32.2106

Atoms: element, x, y, z (angstrom)
Si	0.1385	-0.2562	24.8574
Si	5.2437	0.0718	24.8698
Si	3.1324	2.4469	24.7305
Si	7.8456	2.9203	24.6768
Si	-0.3093	5.5645	24.5353
Si	5.8187	5.3865	24.5497
Si	2.3201	8.4168	24.7836
Si	8.5695	7.9352	24.9397
Si	1.3965	1.392	25.9983
Si	6.8058	1.3353	26.0936
Si	4.1874	4.1801	25.9252
Si	9.5176	4.0298	25.9596
Si	1.2759	6.7132	25.9939
Si	6.8866	6.8043	26.0968
Si	4.0067	9.4727	26.0999
Si	9.6519	9.5108	26.2659
Si	2.7158	0.006	27.4373
Si	8.2098	-0.0032	27.4531
Si	0.0016	2.7333	27.3737
Si	5.4595	2.7686	27.4174
Si	2.7534	5.4488	27.3597
Si	8.2375	5.4202	27.4342
Si	0.0671	8.1092	27.5051
Si	5.4723	8.1744	27.4226
Si	4.1018	1.3673	28.7924
Si	9.5708	1.3673	28.7924
Si	1.3673	4.1018	28.7924
Si	6.8362	4.1018	28.7924
Si	4.1018	6.8362	28.7924
Si	9.5708	6.8362	28.7924
Si	1.3673	9.5708	28.7924
Si	6.8362	9.5708	28.7924
Si	0	0	30.1596
Si	5.469	0	30.1596
Si	2.7345	2.7345	30.1596
Si	8.2035	2.7345	30.1596
Si	0	5.469	30.1596
Si	5.469	5.469	30.1596
Si	2.7345	8.2035	30.1596
Si	8.2035	8.2035	30.1596
Si	1.3673	1.3673	31.5269
Si	6.8362	1.3673	31.5269
Si	4.1018	4.1018	31.5269
Si	9.5708	4.1018	31.5269
Si	1.3673	6.8362	31.5269
Si	6.8362	6.8362	31.5269
Si	4.1018	9.5708	31.5269
Si	9.5708	9.5708	31.5269
Si	2.7345	0	0.6835
Si	8.2035	0	0.6835
Si	0	2.7345	0.6835
Si	5.469	2.7345	0.6835
Si	2.7345	5.469	0.6835
Si	8.2035	5.469	0.6835
Si	0	8.2035	0.6835
Si	5.469	8.2035	0.6835
Si	4.1018	1.3673	2.0507
Si	9.5708	1.3673	2.0507
Si	1.3673	4.1018	2.0507
Si	6.8362	4.1018	2.0507
Si	4.1018	6.8362	2.0507
Si	9.5708	6.8362	2.0507
Si	1.3673	9.5708	2.0507
Si	6.8362	9.5708	2.0507
Si	0	0	3.418
Si	5.469	0	3.418
Si	2.7345	2.7345	3.418
Si	8.2035	2.7345	3.418
Si	0	5.469	3.418
Si	5.469	5.469	3.418
Si	2.7345	8.2035	3.418
Si	8.2035	8.2035	3.418
Si	1.3477	1.4415	4.8971
Si	6.8248	1.3617	4.8811
Si	4.0326	4.1083	4.7716
Si	9.5533	4.0553	4.7867
Si	1.3828	6.893	4.7484
Si	6.8378	6.8146	4.7255
Si	4.0966	9.6068	4.8845
Si	9.5192	9.6547	4.6515
Si	2.7624	0.146	6.3649
Si	8.2666	-0.1097	6.2131
Si	-0.0852	2.8068	6.3495
Si	5.3963	2.7911	6.2019
Si	2.5321	5.3714	6.1199
Si	8.1643	5.4175	6.0781
Si	-0.016	8.4036	5.9432
Si	5.5044	8.1187	6.1502
Si	4.0679	1.6422	7.814
Si	9.7307	1.138	7.6328
Si	0.6491	4.6809	7.6421
Si	6.6088	4.3284	7.4948
Si	4.2761	6.4282	7.2835
Si	9.5632	6.9539	7.1029
Si	1.1085	9.8225	7.4972
Si	7.3171	9.0174	7.4309
O	9.5726	6.8092	24.2429
O	4.179	1.2231	24.3913
O	8.4849	7.9374	7.9323
O	3.2442	2.466	9.0079
O	6.8292	4.1276	24.1562
O	2.8433	7.7152	23.401
O	5.4418	5.4281	7.9015
O	0.1662	0.1174	8.5188
O	7.177	3.6764	8.8837
O	6.7593	9.6043	8.8544
O	10.8457	6.1722	7.7991
O	1.5508	8.8306	8.7307
O	5.2332	0.8326	8.6694
O	1.5674	4.4684	8.9866
O	8.8472	1.5812	8.927
O	3.4706	6.9367	8.6235
O	7.9843	8.7893	23.6921
O	8.3345	2.1905	23.2841
O	5.4992	6.2696	23.1684
O	2.8364	2.9918	23.2045
O	12.1905	-1.3485	24.3024
O	0.066	4.8943	23.0497
O	4.0477	7.4282	21.1679
O	10.9857	21.0738	20.7668
Si	5.4296	4.8587	16.6323
Si	0.5583	8.7886	20.0444
Si	6.0965	9.3392	12.0925
Si	13.399	4.8927	12.6714
Si	8.7694	3.0515	12.717
Si	9.9251	0.0518	12.6862
Si	2.0932	3.2554	9.891
Si	2.5976	-3.7118	21.8713
Si	17.7382	7.075	15.4834
Si	7.108	11.1587	18.609
Si	8.6732	3.2178	9.4609
Si	3.5074	13.1182	14.0032
Si	5.8507	0.4888	14.3048
Si	6.9952	5.9812	19.2172
Si	0.8234	4.7915	21.576
Si	13.6952	-0.9575	18.1994
Si	3.3635	2.8351	17.0451
Si	5.3776	10.2966	9.3208
Si	9.5484	6.6047	16.5003
Si	16.487	7.0577	21.7118
Si	9.8148	4.8179	19.0399
Si	1.9193	-0.3207	12.6818
Si	5.2313	20.5554	16.5563
Si	8.4856	8.1549	12.9217
Si	11.4674	0.5357	10.2268
Si	7.0204	9.6012	22.6963
Si	11.3343	11.7023	20.8498
Si	-0.5591	-5.1874	13.5307
Si	4.4592	1.1917	19.5563
Si	3.0012	8.3184	9.2839
Si	1.0193	1.369	17.7858
Si	3.405	7.9147	12.3768
Si	2.5324	2.3257	21.7487
Si	7.3628	2.7565	15.2638
Si	8.8253	8.4719	18.5664
Si	9.0615	0.9192	22.5784
Si	9.2657	2.2464	17.4646
O	6.2046	8.3522	16.2843
O	5.0402	1.7391	13.6146
O	13.123	5.6666	21.7481
O	6.5245	10.4504	13.1999
O	2.5648	9.1601	13.1047
O	1.6611	0.942	21.8853
O	2.8951	8.034	10.8499
O	3.5715	-0.1853	19.4002
O	10.3644	-4.6719	15.113
O	9.6234	-3.9567	12.6912
O	3.8793	4.3806	16.8699
O	8.2216	9.9677	18.8748
O	9.4263	8.1828	17.0311
O	14.364	2.0398	15.6209
O	7.4998	7.6449	14.1308
O	11.9182	5.4668	13.07
O	4.9744	8.2741	12.6053
O	6.2002	6.045	20.6293
O	9.9372	14.2143	18.5354
O	5.5556	6.0025	15.4471
O	7.5795	7.4604	18.8526
O	1.632	8.979	18.823
O	12.3692	3.354	21.1098
O	8.4651	3.1465	11.1228
O	10.0959	-2.8219	19.5446
O	-0.1826	-5.7654	20.3339
O	6.0691	10.6239	17.4957
O	3.2996	6.319	12.7658
O	6.0545	0.7844	19.7718
O	10.1853	5.7514	17.7384
O	1.7624	-0.2329	11.0054
O	8.2519	4.9851	19.4546
O	6.2047	14.4685	16.093
O	11.8018	1.2609	19.3912
O	7.4764	14.2016	13.7122
O	4.8831	10.4472	15.1945
O	9.7196	4.2979	13.2094
O	8.7651	2.9684	16.0871
O	7.9785	6.204	16.2307
O	4.2802	2.1002	18.1976
O	4.0586	9.4738	8.8359
O	5.4322	-0.6693	10.9323
O	9.9501	12.4328	21.3323
O	1.7844	2.7868	17.4761
O	10.1187	0.2498	23.6247
O	6.3835	8.4779	21.6992
O	2.543	4.0488	11.2518
O	-1.5988	1.5286	13.0917
O	2.6578	11.9781	13.1908
O	-0.4404	23.1157	17.0724
O	7.9618	10.7659	22.0269
O	7.0239	1.1517	15.2234
O	1.959	0.1308	17.2709
O	9.8965	4.0682	8.8545
O	14.7666	9.1623	17.2697
O	0.4514	-0.1745	13.3565
O	10.1167	0.1211	11.0309
O	7.4273	-2.4836	11.688
O	0.919	2.1153	10.1961
O	3.8764	2.0446	20.8463
O	16.735	10.325	23.4829
O	1.3339	7.9721	21.1977
O	5.9842	5.4174	18.0667
O	14.0112	3.7364	13.6815
O	7.992	1.4991	18.14
O	9.1524	-1.3025	13.1758

Results
free energy: -135749.276 eV
free energy less fixed offsets of O -569.03, Si -635.61 eV per atom: -0.446 eV

Forces (eV/angstrom), in the order of the atoms: element, x, y, z
Si	0.0118	-0.0239	-0.0313
Si	-0.0081	0.0163	-0.0201
Si	0.0263	-0.0352	-0.0304
Si	-0.0191	0.014	-0.0315
Si	-0.0175	0.0267	-0.0344
Si	0.0324	-0.0122	-0.0474
Si	-0.0143	0.0295	-0.0312
Si	0.0274	-0.0069	-0.0658
Si	-0.0186	-0.0139	-0.0021
Si	0.0175	0.0081	0.0011
Si	0.0042	0.0232	0.0054
Si	0.019	0.0147	0.0113
Si	-0.0063	0.0041	-0.0066
Si	-0.0123	-0.0033	0.0174
Si	0.0127	0.0042	-0.0006
Si	-0.018	-0.003	0.0001
Si	-0.0013	0.0037	-0.0165
Si	-0.0134	0.0155	-0.018
Si	0.0027	-0.0029	0.0057
Si	-0.0014	0.0071	-0.0131
Si	-0.0001	-0.0048	0.0149
Si	0.0045	-0.011	-0.0149
Si	0.0209	-0.0207	-0.0181
Si	-0.0061	-0.0019	-0.0119
Si	-0.07	0.1662	-0.0612
Si	0.1445	0.138	-0.0827
Si	0.0588	-0.0099	-0.4215
Si	0.0797	-0.1075	0.1398
Si	-0.1119	-0.1958	-0.1754
Si	-0.0756	-0.3646	0.3884
Si	0.211	-0.105	0.3174
Si	-0.1651	-0.0302	-0.0154
Si	-0.044	-0.051	-0.0159
Si	0.0161	-0.0089	-0.0182
Si	-0.0352	-0.062	-0.0246
Si	-0.03	0.0352	0.0044
Si	-0.0998	0.0466	0.016
Si	-0.0166	-0.0137	-0.0233
Si	0.0491	0.1278	0.0125
Si	-0.008	-0.0687	-0.0273
Si	0.0442	0.0241	0.018
Si	0.0281	-0.0283	-0.0101
Si	0.0147	0.0104	0.003
Si	0.0829	-0.0449	-0.0028
Si	0.0262	-0.027	-0.0164
Si	-0.0352	0.0315	0.0086
Si	-0.009	-0.064	-0.0006
Si	-0.0364	0.017	0.0094
Si	0.0135	-0.0533	-0.0184
Si	-0.0076	0.0038	0.0186
Si	-0.1451	0.0571	-0.0078
Si	0.0172	0.0009	-0.0009
Si	-0.033	0.0497	0.014
Si	0.0287	0.0202	-0.0153
Si	0.0097	-0.0314	0.0043
Si	-0.0161	0.0387	-0.0089
Si	-0.0897	-0.002	0.0441
Si	0.1145	0.0304	-0.0291
Si	0.0393	-0.0376	0.0197
Si	-0.1274	-0.0496	0.0298
Si	0.1229	0.0377	0.0043
Si	-0.0653	-0.0284	-0.0085
Si	0.1411	0.1045	0.0366
Si	-0.016	-0.1394	0.0018
Si	0.4289	0.8512	-0.1842
Si	0.0096	-0.0003	0.5901
Si	-0.1827	-0.2417	-0.0126
Si	-0.2091	-0.3654	0.186
Si	-0.0756	0.0479	0.2593
Si	-0.322	-0.1818	-0.2047
Si	0.3368	0.4504	0.0449
Si	-0.2099	-0.1308	-0.5255
Si	-0.0368	-0.0099	-0.0186
Si	-0.005	-0.0128	0.0084
Si	-0.0154	0.0466	-0.0028
Si	-0.0003	-0.0265	-0.0153
Si	0.0306	-0.0514	0.0232
Si	-0.022	0.0066	-0.004
Si	0.005	0.0133	0.0081
Si	0.0053	0.0214	0.002
Si	-0.0252	0.0336	-0.0512
Si	-0.0035	-0.0193	-0.017
Si	0.1946	-0.0572	-0.1921
Si	-0.0005	-0.0131	-0.0165
Si	0.1077	0.0657	0.0089
Si	-0.0141	0.0248	-0.0318
Si	-0.0093	0.0036	0.01
Si	0.019	-0.0203	0.0084
Si	0.0041	0.0377	0.048
Si	-0.0272	-0.0207	-0.162
Si	-0.7032	-0.2076	0.9829
Si	-0.1544	0.1113	-0.1726
Si	-0.059	-0.0027	0.0097
Si	0.0566	0.0662	-0.0386
Si	-0.0055	-0.0509	0.0247
Si	0.02	-0.009	-0.0107
O	0.0045	-0.0093	-0.0165
O	-0.0129	0.0052	-0.0273
O	-0.02	-0.0269	0.0276
O	0.0104	-0.0103	0.0255
O	-0.0146	0.0191	-0.026
O	-0.0203	0.0073	-0.0194
O	0.062	-0.0555	0.0539
O	0.0708	-0.025	0.1755
O	0.5119	-0.0499	0.249
O	-0.0276	0.0212	0.0141
O	0.1809	-0.2424	0.025
O	0.0262	0.0261	-0.0152
O	-0.0059	-0.0222	0.0182
O	-0.1931	0.0477	-0.3592
O	-0.0473	0.9457	0.3767
O	0.0428	-0.0035	-0.0409
O	0.0007	-0.0119	0.0131
O	0.008	-0.0111	-0.0017
O	0.0076	-0.0149	-0.0099
O	-0.0073	-0.0155	-0.0205
O	-0.0011	-0.007	-0.021
O	0.0033	0.017	-0.0098
O	0.0072	-0.0175	0.0093
O	0.0204	0.0183	-0.0198
Si	0.0047	0.0034	0.0071
Si	0.0048	-0.0003	0.0211
Si	-0.0138	0.01	-0.0192
Si	0.0126	-0.0174	-0.0245
Si	0.0842	0.061	0.1251
Si	0.0237	-0.048	-0.0108
Si	0.0256	0.0964	-0.129
Si	0.0085	-0.0044	0.02
Si	-0.001	0.0033	0.0122
Si	-0.0024	0.0023	0.0224
Si	0.4796	-0.0476	-0.2265
Si	0.003	0.0017	0.0121
Si	-0.001	-0.0114	0.006
Si	-0.006	0.0005	0.0266
Si	0.0064	0.001	0.0184
Si	-0.0022	-0.0076	0.0145
Si	0.0054	-0.0041	0.0137
Si	-0.0214	-0.0319	-0.0307
Si	0.0057	0.0049	0.0217
Si	0.0027	0.01	0.0187
Si	0.0126	-0.0003	0.0235
Si	0.0121	-0.0055	-0.0019
Si	-0.0054	0.0041	0.0146
Si	-0.0233	0.0003	-0.002
Si	0.0403	-0.0604	-0.0935
Si	-0.0002	0.005	0.025
Si	-0.0042	0.0047	0.0269
Si	0.0331	0.0493	0.0247
Si	0.0024	0.0035	0.0289
Si	-0.0055	0.0054	-0.0505
Si	0.0022	-0.003	0.018
Si	-0.0024	0.0116	-0.0398
Si	-0.0015	0.0029	0.0199
Si	0.0034	-0.0204	0.0616
Si	0.0049	0.0046	0.0178
Si	-0.0028	-0.0044	0.0156
Si	0.0097	-0.006	0.0197
O	-0.0081	0.0048	-0.0177
O	0.0063	-0.0099	0.0147
O	-0.0009	0.0172	0.0036
O	-0.0024	-0.0013	0.0083
O	0.0023	0.0228	-0.0073
O	-0.0051	0.0165	-0.0364
O	0.0238	-0.0088	0.0494
O	0.0095	0.0155	-0.0408
O	-0.0101	-0.0115	-0.0275
O	-0.0047	-0.0137	0.0262
O	0.0209	-0.0325	-0.0054
O	-0.007	-0.0031	-0.0205
O	-0.0058	-0.0272	0.0086
O	0.0115	0.0364	-0.0064
O	0.0216	0.0057	-0.0144
O	0.0005	-0.0107	-0.0071
O	-0.0008	0.0192	-0.0197
O	0.0059	0.0234	-0.021
O	-0.0153	0.0189	-0.0229
O	0.0093	-0.03	0.0341
O	0.0182	-0.0109	-0.0021
O	0.0046	0.0201	-0.0056
O	0.0034	-0.01	-0.0052
O	0.1783	0.0294	-0.3229
O	-0.0105	0.0068	-0.0268
O	-0.0193	-0.003	-0.0317
O	-0.0031	-0.0175	-0.0131
O	-0.0049	-0.0166	0.0107
O	-0.0161	0.0066	-0.0247
O	-0.0266	0.0018	-0.0168
O	-0.0299	0.0361	0.0422
O	0.0087	0.0188	-0.0278
O	0.005	0.0304	-0.0206
O	-0.0019	-0.0062	-0.0228
O	0.0524	0.0035	-0.0696
O	0.0332	0.0009	0.0047
O	-0.1271	-0.1446	-0.0898
O	-0.0341	-0.0149	-0.0157
O	0.0197	0.0088	-0.0216
O	-0.0279	0.0074	-0.0152
O	0.0327	0.0062	0.0482
O	0.004	-0.0149	0.0152
O	0.0172	-0.0206	-0.005
O	0.0242	-0.0254	-0.008
O	0.0014	0.0114	-0.0144
O	-0.0129	-0.0219	-0.0024
O	-0.0189	-0.0132	0.0354
O	-0.0176	0.07	-0.0588
O	0.0012	0.0052	0.0039
O	0.0047	0.015	0.0098
O	0.0079	0.0123	0.0108
O	-0.0067	0.0418	-0.0368
O	-0.0013	0.0093	0.0269
O	-0.6455	-0.5633	0.1104
O	0.0151	0.0308	-0.0037
O	-0.0164	0.0124	-0.0351
O	-0.0062	0.015	0.0582
O	-0.0039	0.009	0.0201
O	0.0068	0.0468	0.0123
O	-0.0054	-0.021	-0.0272
O	0.0268	-0.005	-0.0168
O	0.0016	0.0086	-0.0166
O	0.0048	-0.0044	-0.0273
O	-0.0033	-0.0028	-0.0178
O	0.0159	0.0025	-0.0149
O	0.006	0.0124	-0.0219

The program warned: the cutoff lies below the one the program advises for these potential files; the exchange-correlation potential is rough where the density is thin.
